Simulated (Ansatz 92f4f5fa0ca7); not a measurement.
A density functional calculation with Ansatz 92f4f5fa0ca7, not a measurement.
Periodic cell of 208 atoms, Si128O80, from a study of silicon, its oxide and their interface. The atomic structure is a simulated model.
Doubt: the cutoff is far below the 930 eV that the study's wrapper takes by default for these files, so forces and energies are approximate.
This geometry differs little from another in the collection (a relaxation step or a small displacement).

Settings
functional: PBE
potential files: Ansatz PAW
basis: plane waves
wave-function cutoff: 580 eV
density cutoff ratio: 5
exchange-correlation grid ratio: 1
k mesh: 1 x 1 x 1, Gamma-centred
self-consistency stop: 5e-08 eV per atom in the density residual
occupations: fixed
spin: none
net charge: 0

Cell vectors (angstrom)
a 10.938 0 0
b 0 10.938 0
c -3.6323 4.8106 31.3263

Atoms and the computed forces on them: element, x, y, z (angstrom), force x, y, z (eV/angstrom)
Si -3.2049 8.3908 25.274 -0.0011 0.0058 -0.0059
Si -0.3484 11.1748 25.2653 0.003 -0.0003 -0.0063
Si -4.1604 4.0166 25.3697 0.016 -0.0134 -0.0007
Si -12.407 6.7124 25.2571 0.0033 -0.006 -0.003
Si -9.5608 9.4426 25.1198 -0.0019 0 0.0016
Si -6.9308 12.2521 25.2787 0.0036 -0.0038 -0.003
Si -8.6657 3.0195 25.3845 -0.0014 0.0018 -0.0053
Si -5.9048 5.6615 25.4841 -0.0109 0.0041 0.0062
Si -4.9575 7.5079 26.5909 0.0074 -0.0003 0.0023
Si -2.2114 10.2259 26.4337 -0.0039 0.0022 0.0051
Si -5.0736 2.1557 26.5126 -0.0047 0.0025 0.0048
Si -2.3105 4.8897 26.5358 -0.0017 -0.0015 0.0011
Si -10.5374 7.6584 26.4182 0.0025 0.0027 0.0035
Si -7.8088 10.3749 26.4557 -0.0054 -0.0027 -0.0024
Si 0.5357 12.9325 26.6043 0.0034 -0.0095 -0.0099
Si -7.7155 4.759 26.6531 -0.0011 0.0001 0.0068
Si -6.3949 8.9558 27.7924 0.0009 0.0003 0.0016
Si -3.6339 11.6453 27.7602 0.0025 -0.0045 -0.002
Si -6.3703 3.427 28.0439 -0.0004 0.0019 0.0004
Si -3.632 6.1803 28.0213 -0.0019 -0.0023 0.0014
Si -0.9145 8.9251 27.9355 0.0008 -0.005 -0.0028
Si 1.8494 11.6187 28.0162 0.0038 -0.0002 0.0022
Si -0.9044 14.3832 27.8179 -0.0068 0.0073 0.0067
Si -9.1556 6.2326 27.8047 0.0017 -0.0022 -0.002
Si -7.7425 7.5624 29.2081 -0.0008 0.0001 -0.0017
Si -4.999 10.2916 29.2028 0.0009 0.0007 -0.0024
Si -7.7373 12.9938 29.344 -0.0014 0.0004 0.0006
Si -4.9956 4.8075 29.3391 0.0013 0.002 0.0063
Si -2.254 7.5544 29.3146 0.0013 0.006 0.0023
Si 0.4553 10.2603 29.3142 0.0023 0.0031 -0.0006
Si -2.2769 13.0081 29.2063 0.0007 0.0011 -0.0026
Si 0.4597 4.8227 29.2186 0.0009 -0.0006 -0.0027
Si -6.3668 6.1779 30.6403 -0.254 0.2496 -0.0307
Si -3.6323 8.9124 30.6403 -0.1613 0.2278 -0.1318
Si -6.3668 11.6469 30.6403 0.3193 -0.2668 0.1073
Si -3.6323 14.3814 30.6403 0.212 -0.2729 0.0997
Si -0.8978 6.1779 30.6403 0.131 -0.0953 0.0126
Si 1.8367 8.9124 30.6403 0.1005 -0.1909 0.0559
Si -0.8978 11.6469 30.6403 -0.2007 0.1265 -0.079
Si -9.1013 3.4434 30.6403 -0.1986 0.2334 -0.0418
Si -1.3673 2.7345 0.6813 -0.036 0.1203 0.0196
Si 1.3673 5.469 0.6813 -0.1659 0.0212 0.0182
Si -1.3673 8.2035 0.6813 -0.028 -0.151 -0.0045
Si 1.3673 0 0.6813 0.1922 0.0305 -0.0303
Si 4.1018 2.7345 0.6813 -0.0146 -0.2174 -0.0179
Si -4.1018 5.469 0.6813 0.2039 0.0566 -0.0418
Si -6.8362 -2.7345 0.6813 -0.0167 0.1784 0.017
Si -4.1018 0 0.6813 -0.146 0.0298 0.02
Si -2.7345 4.1018 2.0485 0.0709 0.2267 0.1032
Si 0 6.8362 2.0485 -0.2077 -0.1666 -0.0381
Si -2.7345 9.5708 2.0485 -0.0675 -0.2501 0.0912
Si 0 1.3673 2.0485 0.0943 -0.0105 0.0923
Si 2.7345 4.1018 2.0485 -0.1983 -0.3031 -0.1043
Si -5.469 6.8362 2.0485 0.5123 0.2632 -0.122
Si 2.7345 -1.3673 2.0485 0.1519 0.3928 0.0082
Si 5.469 1.3673 2.0485 -0.309 -0.219 -0.0533
Si -4.1226 2.7335 3.3611 -0.0007 0.002 -0.0058
Si -1.371 5.4848 3.4736 -0.0008 0.0009 -0.0003
Si -4.0811 8.2012 3.5001 -0.0017 -0.0003 0.0023
Si -1.3616 -0.0203 3.397 0.0007 0.0021 -0.0021
Si 1.3637 2.7237 3.4683 -0.0002 -0.0007 0.0017
Si 4.1323 5.4536 3.3257 0.0017 0.004 -0.0012
Si 1.3522 8.2227 3.3505 0.001 0.0004 -0.0005
Si 4.1121 0.001 3.4875 0.0014 -0.0011 0.0032
Si -2.7774 1.3536 4.6769 -0.0038 -0.014 -0.0005
Si -0.0059 4.1046 4.8456 -0.0029 -0.0022 0.0006
Si -2.695 6.8459 4.9441 0.0015 0.0005 0.0039
Si 0.0038 -1.4053 4.7658 -0.0011 -0.0021 0.002
Si 2.7247 1.365 4.8986 0.0029 0.0014 0.0064
Si -5.4842 4.1038 4.7012 0.0003 -0.0035 0.0061
Si 2.8143 6.8887 4.5714 0.003 -0.0042 -0.0085
Si -5.4445 9.5809 4.9069 -0.0038 -0.0014 -0.0021
Si -1.456 2.666 6.0957 0.0055 0.0068 0.0029
Si 1.5036 5.5824 5.9526 -0.0005 0.0009 -0.0009
Si -1.2799 8.2474 6.3382 -0.0012 0.0013 -0.001
Si 1.3644 -0.1155 6.1991 -0.0025 0.0033 -0.0006
Si -6.8603 2.861 6.1844 0.0025 -0.0058 -0.0063
Si -4.1316 5.3799 6.1663 -0.0028 0.0019 -0.0064
Si 4.0881 8.1086 6.1224 0.004 0.0048 0.0011
Si -4.0733 0.0908 6.2212 0.0097 0.0024 -0.0044
Si -3.3038 3.5122 7.3623 0.0045 -0.002 0.0086
Si 0.6219 7.1981 7.4077 -0.0025 0.0023 0.0009
Si -2.2317 -0.7905 7.4834 -0.0077 0.0002 0.0066
Si -0.4972 0.8657 7.2684 0.009 0 0.0015
Si -5.8744 6.3459 7.4047 0.0037 0.0023 0.005
Si 2.3883 -1.8786 7.473 0.0028 0.0032 0.0012
Si -5.1107 1.9025 7.3964 -0.0079 0.0015 0.0069
Si -7.7212 4.7575 7.3702 -0.004 -0.0029 0.006
Si -1.6118 11.466 16.5956 -0.003 0.0001 0.0043
Si -8.9321 8.523 22.9541 -0.0171 0.0115 0.024
Si 3.5479 2.0571 12.2357 -0.0005 0.0037 -0.0025
Si -9.9775 9.176 20.1315 -0.0022 -0.0057 -0.0058
Si -1.7718 10.0157 21.1817 -0.0033 0.0093 0.0136
Si 3.6582 -1.3601 9.4577 -0.0036 -0.0059 -0.006
Si -0.1511 1.8997 9.3037 -0.0077 -0.004 -0.0089
Si 1.5444 0.0652 11.2795 -0.0023 -0.0024 0.0027
Si -0.6111 12.2251 23.1914 0.0047 -0.006 0.0118
Si -5.3221 7.1355 9.5715 0.0009 -0.0079 -0.0033
Si -5.6393 11.5452 19.5713 -0.0035 0.0018 0.0093
Si -7.2486 4.187 16.5176 -0.0002 0.0087 0.0084
Si -3.9848 8.7209 23.0668 -0.0049 -0.0042 0.0135
Si -1.8011 -1.9903 14.8711 0.0031 0.0029 0.0021
Si -9.3635 3.3911 23.1773 -0.0093 -0.0092 0.0194
Si -2.3687 7.3004 17.5162 -0.0003 0.0015 0.0056
Si -5.5878 1.3367 9.6736 -0.0008 0.0109 -0.0065
Si -5.2307 6.3278 12.4059 -0.0019 -0.0049 0
Si -2.569 4.6624 12.8613 -0.003 0.0007 0.008
Si -4.4231 3.36 20.1343 0.0084 -0.0031 -0.0004
Si -9.8152 11.7556 18.1881 0.0008 -0.0014 -0.0042
Si -3.1506 2.762 15.3384 0.0011 -0.0017 0.0002
Si -5.5569 0.8267 14.4456 0.0025 -0.0024 0.0014
Si -7.1535 4.3971 21.1428 0.006 0.0036 -0.0085
Si -5.4949 11.445 22.632 -0.0012 -0.0058 0.0005
Si -6.3622 6.8804 22.6593 0.0151 0.011 -0.0194
Si 3.0671 4.8252 13.4391 0.0009 0.0026 -0.0033
Si -3.346 10.0621 18.6657 0.0034 -0.0037 -0.0074
Si -4.356 -1.6635 13.0238 0.0001 0.0023 0.0007
Si -3.2516 2.7844 22.7053 0.0034 -0.0028 -0.0061
Si -7.192 12.0379 16.9786 -0.0077 -0.0062 0.0046
Si -9.1693 3.9135 18.767 0.0002 0.004 -0.0027
Si -4.421 4.8778 17.4003 0.0002 0.0001 0.0005
Si -0.3643 -2.2987 12.1118 -0.0036 -0.0023 -0.0049
Si -2.8961 2.7586 10.2912 0.0012 0.0014 -0.0041
Si -0.0521 6.0877 22.587 -0.0038 -0.0005 -0.0004
Si -2.9326 -1.8936 10.3471 0.005 0.0001 0.0008
Si -0.0029 6.4271 19.524 0.001 -0.0026 -0.0025
Si 0.4303 5.7852 12.2723 0.0033 -0.0006 -0.0078
Si 1.0012 4.8297 9.3749 0.0048 0.0001 0.0048
O -1.4945 1.9264 10.2449 0.0041 -0.0001 0.0059
O -6.0534 -0.2391 9.4237 -0.0093 -0.0125 0.0033
O 2.6004 -0.9814 10.6306 -0.0003 0.0031 0.0061
O -8.7893 11.6825 16.8986 -0.0022 0.0008 0.0012
O -5.0258 9.9769 23.1336 0.0022 -0.0033 0.0005
O -6.3851 5.8545 23.9127 -0.0079 -0.0134 0.0153
O -5.7011 3.6824 21.0904 0.0027 -0.0011 0.0027
O -1.2878 -0.5356 15.4041 -0.001 0.0011 -0.0013
O -4.6385 12.8341 19.4393 0.0033 0.0038 -0.0013
O -0.581 6.2823 21.0579 -0.0053 -0.0003 0.0023
O -5.2 7.9196 12.7434 -0.0023 -0.0029 0.0006
O -2.8782 3.7177 11.5855 0.0001 -0.0054 -0.0077
O -3.2919 -1.9098 14.2287 -0.004 -0.0012 0.0005
O -0.3913 11.5633 17.6491 0.0047 -0.0008 0.0044
O 0.3448 6.2133 8.7529 0.0001 0.001 -0.0005
O -2.5912 10.6959 19.966 -0.0068 0.0154 -0.016
O -4.1502 12.3608 22.6786 0.0038 0.0012 0.001
O -2.5426 -0.8871 9.1259 0.0028 0.0022 -0.0066
O -8.668 4.3983 17.2901 -0.0036 0.0003 0.0015
O -6.6394 11.9733 23.6571 -0.0055 0.0042 0.0073
O 1.002 1.1151 10.156 0.0024 0.0008 0.0019
O -10.1281 12.9282 22.7374 -0.0059 -0.0013 -0.0015
O -7.3389 8.1465 22.9964 0.0223 0.0022 -0.0004
O -3.1499 3.356 21.1701 -0.0035 0.005 -0.0086
O -3.0215 8.5013 18.4008 -0.0011 -0.0004 -0.0017
O -1.1101 5.4206 12.7439 -0.0019 0.0023 0.0045
O -6.688 1.9358 10.7526 0.0044 -0.0032 -0.0006
O 1.5781 5.5081 13.4069 -0.001 0.0011 0.0013
O -3.8482 7.8773 9.651 -0.001 -0.0002 -0.0018
O -3.7111 -1.1675 11.5948 0.0033 0.0008 -0.0052
O -6.0078 5.1346 17.0396 0.0007 0.0013 0
O -10.3357 4.9464 19.2026 0.0004 0 0
O -1.8622 2.0098 15.9893 -0.0003 -0.0005 0.0018
O 0.2656 3.4456 8.8907 -0.0022 0.0001 0.0029
O -0.8109 -2.437 13.6704 0.0013 0.0006 0.0026
O -6.1246 11.387 21.1213 -0.0013 0.0009 -0.0006
O -4.8418 7.4561 22.4327 0 0.0007 -0.0023
O -1.0479 11.1758 22.0329 0.0042 0.0004 0.0026
O -1.772 7.8719 16.1013 0.0003 -0.0029 0.0023
O -3.5403 6.2244 17.1602 0.0007 -0.0003 -0.0016
O -9.8196 7.6659 19.4471 0.0014 0.0028 0
O -1.5681 -2.4852 11.0186 -0.0002 0.0007 0.0024
O -2.7219 9.0524 22.0796 -0.0031 -0.0103 0.0098
O -6.6155 5.7828 13.044 0.0048 0.0014 -0.0025
O -4.1198 1.6635 10.3699 -0.0032 -0.0058 0.0041
O -10.43 4.5912 22.8743 -0.0055 -0.0091 -0.0011
O -9.6579 2.3362 18.8366 -0.0017 0.0005 0.0039
O -9.7698 7.1203 22.8915 0.0045 -0.0085 0.006
O -4.1646 1.5999 14.797 -0.0012 -0.0018 -0.0005
O -9.149 9.3369 21.5384 0.001 0.0174 -0.0179
O -1.7686 2.4478 23.2876 0.007 0.0029 0.0017
O -3.9154 3.8617 23.7249 -0.0091 0.0099 0.0086
O -0.6259 9.1193 20.488 0.0154 -0.0155 -0.0044
O -6.3504 0.3346 15.8049 0.0044 -0.0047 -0.0071
O -3.01 3.7552 8.9917 -0.0018 0.0018 -0.0063
O -1.181 6.6515 18.4194 -0.0007 0.0002 -0.0027
O -2.9622 10.9549 17.3631 0.0006 0.0001 -0.0036
O -6.9329 6.0067 21.394 -0.0008 0.001 -0.0018
O -6.8847 11.7031 18.5482 -0.0031 0.001 0.0019
O 0.3543 -0.8443 11.918 0.0032 0.0032 0.0017
O -2.5517 3.7191 14.1781 -0.0003 0.0005 0.0005
O -1.2694 6.3686 23.6326 -0.0028 0.0037 0.0091
O 3.3705 4.3917 14.9596 -0.0002 0.0021 -0.003
O 0.6008 7.3576 11.8569 -0.0003 -0.0004 0.0021
O -4.2282 4.4707 18.9722 0.0014 -0.0013 0.0034
O -6.7884 2.6534 16.7654 0.0055 0.0001 -0.004
O -5.3108 6.034 10.7899 -0.0006 0.0008 0.0042
O 2.9986 3.5719 12.4016 -0.0008 -0.0056 -0.0009
O -3.8336 5.6997 12.9985 -0.0005 -0.0003 0.0017
O 2.5792 4.6787 8.9268 0.002 0.0022 -0.0056
O 2.3255 0.9718 12.3883 0.0007 -0.001 0.0002
O -6.3968 1.8492 13.5051 -0.0005 -0.0003 0.0014
O -8.0205 3.6543 22.2951 0.0141 0.0017 0.0058
O -9.5763 10.4759 19.2105 -0.0007 0.0039 -0.0018
O -5.3477 -0.5005 13.5406 -0.0013 0.0029 0.0055
O -7.8744 4.1331 19.7231 -0.0042 -0.0009 -0.0082
O 0.8117 4.8791 10.9784 -0.0013 0.0012 -0.0009
O -3.8853 3.6743 16.4548 -0.0032 0.0027 -0.0002
O -4.9208 10.1865 19.0256 -0.0028 -0.0045 -0.0028
O -6.5496 8.1821 9.8959 -0.0014 0.0127 -0.0007

Results
free energy: -126872.580 eV
free energy less fixed offsets of O -568.88, Si -635.61 eV per atom: -4.100 eV

The program warned: the cutoff lies below the one the program advises for these potential files; the forces do not sum to zero within the program's tolerance; the exchange-correlation potential is rough where the density is thin.
